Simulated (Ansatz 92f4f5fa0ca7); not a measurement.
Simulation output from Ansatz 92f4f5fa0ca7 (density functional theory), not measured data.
Periodic cell of 215 atoms, Si133O82, from a study of silicon, its oxide and their interface. The atomic structure is a simulated model.
Doubt: the cutoff is low for norm-conserving oxygen, so forces and energies are approximate.

Settings: functional HSE06; potential files SPMS norm-conserving; basis plane waves; wave-function cutoff 800 eV; density cutoff ratio 4; exchange-correlation grid ratio 1; k mesh 1 x 1 x 1, Gamma-centred; occupations fixed; spin none; net charge 0.

Cell vectors (angstrom)
a 10.938 0 0
b 0 10.938 0
c 0 0 31.5432

Atoms: element, x, y, z (angstrom)
Si 10.4345 0.5739 24.337
Si 6.041 10.5029 24.1408
Si 2.1295 3.2459 24.0809
Si 8.7011 2.2571 24.2966
Si 0.4994 5.0528 24.157
Si 5.0519 5.8934 24.1896
Si 3.3939 7.6491 24.1503
Si 7.8283 8.8281 23.9889
Si 1.3408 1.4795 25.4553
Si 6.9141 1.305 25.4853
Si 4.0248 4.1028 25.3236
Si 9.6622 4.0983 25.4088
Si 1.493 6.8175 25.3558
Si 6.8932 6.9484 25.2395
Si 4.2246 9.5338 25.3309
Si 9.5258 9.6416 25.4329
Si 2.7798 0.0029 26.6422
Si 8.2163 -0.0199 26.9278
Si 0.0093 2.7741 26.9043
Si 5.4497 2.7356 26.6633
Si 2.7531 5.4463 26.8248
Si 8.2242 5.5221 26.6262
Si 0.04 8.209 26.6477
Si 5.5434 8.2018 26.7836
Si 4.1145 1.3629 28.0725
Si 9.5822 1.3798 28.2206
Si 1.3844 4.1298 28.2171
Si 6.8392 4.131 28.0267
Si 4.1433 6.8327 28.1338
Si 9.5987 6.8458 28.0531
Si 1.3974 9.5797 28.0476
Si 6.836 9.5481 28.218
Si 0.0327 -0.0214 29.4947
Si 5.4534 0.0115 29.5027
Si 2.756 2.7147 29.4973
Si 8.1753 2.7685 29.4868
Si -0.0172 5.4953 29.5043
Si 5.4917 5.4554 29.4824
Si 2.7423 8.2054 29.4678
Si 8.2366 8.1733 29.4996
Si 1.3673 1.3673 30.8594
Si 6.8362 1.3673 30.8594
Si 4.1018 4.1018 30.8594
Si 9.5708 4.1018 30.8594
Si 1.3673 6.8362 30.8594
Si 6.8362 6.8362 30.8594
Si 4.1018 9.5708 30.8594
Si 9.5708 9.5708 30.8594
Si 2.7345 0 0.6835
Si 8.2035 0 0.6835
Si 0 2.7345 0.6835
Si 5.469 2.7345 0.6835
Si 2.7345 5.469 0.6835
Si 8.2035 5.469 0.6835
Si 0 8.2035 0.6835
Si 5.469 8.2035 0.6835
Si 4.1153 1.3482 2.0525
Si 9.5401 1.384 2.0411
Si 1.3329 4.1304 2.0552
Si 6.8533 4.0725 2.0535
Si 4.0786 6.8601 2.0386
Si 9.5936 6.8115 2.051
Si 1.3766 9.5591 2.0551
Si 6.8305 9.5722 2.0654
Si -0.0434 -0.013 3.3468
Si 5.4628 -0.0125 3.4837
Si 2.6971 2.7187 3.342
Si 8.1839 2.6982 3.4925
Si -0.0243 5.4678 3.512
Si 5.4553 5.4687 3.3282
Si 2.7344 8.2045 3.4798
Si 8.2257 8.182 3.3786
Si 1.2917 1.3656 4.676
Si 6.8376 1.3055 4.9127
Si 4.0626 4.1146 4.6438
Si 9.5288 4.0652 4.8957
Si 1.3522 6.8716 4.8891
Si 6.8356 6.8002 4.6847
Si 4.1024 9.5646 4.8898
Si 9.5727 9.5652 4.7471
Si 2.6166 0.0413 6.1078
Si 8.2253 -0.1323 6.265
Si -0.0237 2.65 6.1941
Si 5.3752 2.7676 6.0742
Si 2.7478 5.4306 6.1292
Si 8.0916 5.4391 6.1826
Si -0.0049 8.2976 6.2341
Si 5.5637 8.1512 6.1495
Si 3.4695 1.9438 7.1781
Si 10.0199 0.8303 7.468
Si 1.7664 3.6609 7.3429
Si 6.2036 4.5281 7.3836
Si 4.6318 6.3099 7.2485
Si 9.1619 7.1911 7.3227
Si 0.8908 10.1571 7.5222
Si 7.4084 8.8884 7.4868
O 4.5531 6.6077 8.8744
O 1.3843 3.9894 8.9314
O 9.7492 6.5492 8.739
O 1.2998 10.1098 9.1545
O 6.0609 4.2267 9.0248
O 3.6952 1.6271 8.7721
O 7.1344 8.9691 9.1369
O 9.6457 1.0818 9.069
O 8.2443 2.5329 22.7348
O 10.9963 5.5468 22.6357
O 5.6292 0.09 22.6294
O 5.2969 5.3938 22.6273
O 2.1563 2.7984 22.4765
O 3.3313 7.8527 22.4979
O 8.3798 8.743 22.4095
O -0.1581 11.2278 22.7529
Si 2.1488 2.9695 12.8808
Si 8.6785 1.316 10.3543
Si 1.0607 4.4982 15.3381
Si 7.5432 5.585 12.1952
Si 2.4154 8.18 21.1979
Si 5.4142 7.7917 12.4599
Si 9.2619 0.4558 15.4984
Si 2.9135 -0.0417 16.6503
Si 10.4619 1.1571 12.6035
Si 7.7649 2.8283 21.223
Si 9.1314 8.7851 14.4614
Si 1.4665 4.7775 10.3555
Si 4.484 9.4814 19.1243
Si 11.0731 6.0985 21.1068
Si 6.6147 10.4481 14.8407
Si 5.3898 0.7296 21.1615
Si 2.3417 9.8107 10.3867
Si 0.4313 10.6345 21.3807
Si 5.8534 5.2536 21.1174
Si 3.6354 7.0854 10.1046
Si 9.0403 5.6874 14.8369
Si 3.6559 4.0852 19.084
Si 10.0311 3.6632 19.3093
Si 4.2538 8.6681 15.3488
Si 0.4541 1.9179 17.1519
Si 6.7951 7.5327 19.2409
Si 5.2567 3.6239 16.7335
Si 7.7823 5.0098 17.5176
Si 6.6563 9.9299 10.3661
Si 4.375 1.0575 10.1048
Si -0.0346 9.089 11.9063
Si 9.101 8.6332 20.9357
Si 4.5524 1.6679 14.5716
Si 2.4473 2.0849 21.04
Si 6.3263 3.3459 10.3702
Si 3.4294 5.9168 16.7227
Si 9.878 6.5372 10.3527
O 0.1279 2.6297 18.581
O 2.9227 9.6342 15.5708
O 10.8571 4.8082 20.1339
O 7.5786 2.4185 9.9246
O 10.9194 5.3411 10.8021
O 6.5971 6.743 12.8594
O 10.3211 8.0586 10.7864
O 7.6677 9.4582 13.995
O 8.4087 6.2133 10.9693
O 5.3572 10.4816 20.0603
O 2.1602 3.731 11.4218
O 7.9759 8.5462 19.7513
O 6.2079 6.7317 20.5412
O 5.5073 2.7178 15.401
O 1.3045 0.9288 20.6959
O 6.0464 9.0606 11.6164
O 4.6202 4.9917 16.1054
O 6.5939 3.9011 17.6299
O 10.5162 10.6657 11.8138
O 5.5806 0.4988 13.9841
O 8.012 5.0905 15.9219
O 9.7304 9.8176 15.5863
O -0.4012 5.1504 15.1284
O 1.5697 6.8344 20.7919
O 1.5004 0.6361 17.1707
O 6.5959 1.7688 20.7949
O 1.0095 1.7882 12.8313
O 3.2398 5.4976 18.3163
O 9.5268 2.014 11.5772
O 1.0142 3.0968 16.1728
O 8.5842 5.1466 13.3708
O 10.2816 8.5793 13.3176
O 1.4475 9.399 21.6715
O 10.0772 9.9374 20.607
O 3.1776 0.2145 10.8764
O 5.0772 2.3609 10.8313
O 1.7309 4.1544 13.9051
O 7.9104 10.8759 10.8409
O 9.135 4.4656 18.2157
O 5.6341 9.4954 15.7615
O 5.5237 -0.0274 9.7322
O 3.5886 2.3105 13.3895
O 1.9773 5.6429 16.0405
O 9.7069 1.0491 14.0399
O 4.4019 6.9378 11.5205
O 4.7534 4.4905 20.2067
O 9.9494 1.3428 16.651
O 6.6659 4.3202 11.6418
O 5.5846 8.4023 18.5678
O 9.0735 2.735 20.2547
O 3.604 1.1335 15.7767
O 4.2133 3.0788 17.8948
O 9.9167 7.2209 20.8883
O 3.3457 8.6638 9.8185
O 3.9289 7.4265 16.363
O 7.6275 0.4817 15.6988
O 8.9215 7.2997 15.0464
O 3.932 1.4372 21.1373
O 1.5921 9.1443 11.6968
O 2.3153 6.1547 10.1775
O 7.3507 6.4561 18.143
O 7.2179 4.362 21.1135
O 4.5432 8.24 13.7836
O 3.3331 8.6591 19.9464
O 2.4923 3.242 19.8698
O 3.7412 10.3626 17.9613

Results
free energy: -51801.316 eV
free energy less fixed offsets of O -447.96, Si -113.29 eV per atom: -1.026 eV
gap between the highest filled and lowest empty level on this k mesh: 1.427 eV

The program warned: the cutoff lies below the one the program advises for these potential files; the forces do not sum to zero within the program's tolerance; the exchange-correlation potential is rough where the density is thin.
